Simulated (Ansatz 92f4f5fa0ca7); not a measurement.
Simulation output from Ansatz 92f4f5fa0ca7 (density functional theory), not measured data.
Periodic cell of 223 atoms, Si132O90P1, from a study of silicon, its oxide and their interface. The atomic structure is a simulated model.
Doubt: the cutoff is far below the 930 eV that the study's wrapper takes by default for these files, so forces and energies are approximate.
This geometry differs little from another in the collection (a relaxation step or a small displacement).

Settings: functional PBE; potential files Ansatz PAW; basis plane waves; wave-function cutoff 580 eV; density cutoff ratio 5; exchange-correlation grid ratio 1; k mesh 1 x 1 x 1, Gamma-centred; self-consistency stop 5e-08 eV per atom in the density residual; occupations fixed; spin none; net charge +1 e, with a uniform compensating background and no finite-size correction.

Cell vectors (angstrom)
a  10.938  0  0
b  0  10.938  0
c  0  0  32.1988

Atoms: element, x, y, z (angstrom)
Si  10.5832  0.2342  24.8548
Si  5.7321  10.6828  24.7343
Si  2.4743  2.9176  24.6235
Si  8.4106  2.4732  24.8444
Si  0.2651  5.1713  24.7497
Si  5.1361  5.7463  24.6769
Si  2.9216  8.0172  24.6067
Si  7.9364  8.4394  24.7093
Si  1.3306  1.3846  26.023
Si  6.8369  1.296  26.1344
Si  4.0363  4.1017  25.9798
Si  9.6067  4.071  26.0957
Si  1.3846  6.8248  26.0076
Si  6.7609  6.8543  26.0002
Si  4.1098  9.5371  26.0054
Si  9.4585  9.5722  26.1304
Si  2.7265  -0.0036  27.3373
Si  8.178  -0.0272  27.5621
Si  0.0122  2.7156  27.4796
Si  5.431  2.7421  27.361
Si  2.7246  5.4639  27.4228
Si  8.1586  5.4802  27.3496
Si  -0.0174  8.2024  27.3715
Si  5.4462  8.1794  27.4461
Si  4.0818  1.3577  28.7402
Si  9.5793  1.3618  28.8454
Si  1.3602  4.1111  28.8083
Si  6.8224  4.0964  28.7353
Si  4.0896  6.8164  28.8021
Si  9.5439  6.8279  28.7473
Si  1.369  9.5688  28.7303
Si  6.7918  9.5389  28.8607
Si  0.0142  -0.0312  30.1492
Si  5.4288  0.0051  30.1823
Si  2.7353  2.7241  30.1542
Si  8.1876  2.75  30.1405
Si  -0.0314  5.4729  30.1576
Si  5.4845  5.4602  30.1376
Si  2.719  8.2108  30.1265
P  8.1997  8.1781  30.1608
Si  1.3701  1.3499  31.5391
Si  6.8213  1.3863  31.5014
Si  4.1156  4.0938  31.5237
Si  9.5598  4.0932  31.5225
Si  1.3573  6.8446  31.4856
Si  6.8482  6.8234  31.5392
Si  4.0648  9.5693  31.5287
Si  9.5679  9.5461  31.5223
Si  2.734  -0.0025  0.7247
Si  8.1747  0.0019  0.6571
Si  -0.0034  2.7296  0.6935
Si  5.4773  2.7312  0.7013
Si  2.7314  5.488  0.6508
Si  8.2322  5.4588  0.7156
Si  0.003  8.1669  0.689
Si  5.4699  8.2275  0.6877
Si  4.1292  1.3622  2.0768
Si  9.5635  1.3412  2.0421
Si  1.377  4.1306  2.0245
Si  6.8426  4.0886  2.0737
Si  4.1082  6.8227  2.0422
Si  9.5882  6.8297  2.084
Si  1.3667  9.5458  2.0612
Si  6.8291  9.6005  2.0595
Si  -0.0155  -0.037  3.3962
Si  5.4906  0.0132  3.487
Si  2.7725  2.7908  3.3667
Si  8.1934  2.6885  3.4471
Si  0.0343  5.4674  3.447
Si  5.4754  5.4664  3.4165
Si  2.7685  8.201  3.4426
Si  8.2054  8.2292  3.3895
Si  1.3897  1.3913  4.6306
Si  6.8473  1.3516  4.9183
Si  4.1534  4.0848  4.8132
Si  9.579  4.0742  4.7624
Si  1.4219  6.8276  4.8265
Si  6.8223  6.8888  4.7356
Si  4.1313  9.5729  4.8488
Si  9.553  9.551  4.802
Si  2.7465  0.1135  6.0575
Si  8.2069  -0.0607  6.2745
Si  0.0264  2.6665  6.0457
Si  5.4761  2.7277  6.2991
Si  2.8188  5.4767  6.1903
Si  8.1749  5.4759  6.0363
Si  0.0165  8.1865  6.1539
Si  5.525  8.2206  6.2376
Si  3.8386  1.5698  7.6075
Si  9.8397  1.1381  7.4625
Si  1.6249  3.7998  7.3129
Si  6.6575  4.4148  7.4852
Si  4.4085  6.6306  7.556
Si  9.3702  6.9454  7.4023
Si  1.1461  9.9164  7.2939
Si  7.157  9.2297  7.6747
O  8.3091  8.0854  7.8899
O  2.7134  2.732  7.9395
O  9.5163  1.3716  24.2887
O  4.0242  6.8626  24.1372
O  0.0344  0.0238  7.9517
O  5.5326  5.5089  8.0303
O  6.8458  9.5771  24.1932
O  1.3604  4.0645  24.1718
O  3.8651  7.3845  8.9367
O  0.7999  4.3734  8.5931
O  9.8154  6.1772  8.7945
O  2.1293  9.3778  8.4841
O  7.5244  3.9262  8.7954
O  4.267  0.9224  9.068
O  6.7373  9.554  9.2245
O  9.2114  1.8547  8.8005
O  7.6706  3.1585  23.5612
O  10.4791  5.8491  23.4554
O  5.0756  0.4498  23.4168
O  5.8411  5.0983  23.3479
O  3.0966  2.2133  23.2646
O  2.2863  8.7484  23.2576
O  8.6196  7.7624  23.3796
O  0.2018  10.3384  23.5805
Si  4.383  1.5722  22.4544
Si  3.4907  7.9301  14.0287
Si  7.1184  0.9556  14.6659
Si  0.9388  9.3657  22.516
Si  1.1834  4.3081  11.8833
Si  6.2666  8.9629  15.316
Si  0.6783  1.3689  12.2935
Si  8.635  4.9458  20.5014
Si  0.3287  5.7147  9.3622
Si  5.1031  3.1215  17.9397
Si  0.888  3.7444  16.7403
Si  10.4078  2.8454  19.2205
Si  5.2819  1.1851  10.3515
Si  0.8871  0.1773  19.8388
Si  6.6487  9.4587  10.8704
Si  9.3403  9.6744  18.3229
Si  9.3916  9.2461  12.5724
Si  6.5628  3.8484  22.5837
Si  2.4415  8.0666  9.3807
Si  10.592  7.3657  17.0759
Si  2.5126  6.2909  16.5743
Si  10.1766  4.4928  14.1882
Si  6.1416  9.1802  18.511
Si  7.9692  2.5704  9.5847
Si  8.8805  2.1428  12.456
Si  5.3381  6.2426  18.0631
Si  3.9269  0.5517  19.4575
Si  4.2796  3.8416  12.0513
Si  5.5437  6.6017  12.1382
Si  8.0139  2.5007  17.2174
Si  4.3606  2.4784  14.9653
Si  1.5406  1.2112  15.2542
Si  1.5683  9.4159  12.0455
Si  8.051  6.8519  13.8668
Si  10.3827  9.8357  15.4865
Si  9.8086  7.0146  22.5372
Si  8.1087  5.4812  17.4045
O  6.0469  7.9599  11.2859
O  6.0193  9.2047  16.895
O  7.6803  1.3617  13.1947
O  0.896  1.7476  13.8624
O  9.4293  6.253  16.8857
O  6.7607  6.2036  13.1351
O  5.1325  4.6579  18.61
O  9.2302  2.1563  18.2758
O  2.3696  0.0904  19.0795
O  9.415  10.2336  16.7667
O  2.7906  4.4346  11.708
O  5.0688  10.319  19.1061
O  9.4259  3.2432  13.4921
O  0.4624  1.765  19.9556
O  3.1542  1.3609  15.0595
O  8.1595  5.3679  19.0225
O  3.8943  6.5972  17.3872
O  4.5753  3.2791  16.3862
O  9.0637  5.6689  14.3135
O  5.4476  2.7601  22.1359
O  10.6752  4.1475  15.6831
O  0.3453  3.8675  18.2774
O  10.4268  10.5101  19.2241
O  9.6438  10.0266  14.0276
O  10.9197  8.116  22.0985
O  1.1926  2.1599  16.527
O  9.7423  3.7481  20.4168
O  8.1359  4.0289  16.6798
O  -0.0421  9.103  11.9041
O  6.5866  2.4154  18.0083
O  5.5857  10.7189  11.1893
O  7.7517  9.5884  18.8435
O  10.029  1.0255  12.0565
O  1.3183  6.9539  9.0431
O  0.6234  4.7689  13.3476
O  5.7076  7.6199  18.9807
O  5.2383  5.0863  11.5156
O  2.7137  6.986  15.1133
O  0.9104  2.7462  11.4611
O  0.8627  10.6836  15.5445
O  2.3977  8.5861  10.9076
O  4.6989  2.4335  11.266
O  4.2551  3.509  13.6776
O  2.2041  4.6815  16.481
O  10.7019  8.2477  15.6966
O  6.9296  10.2885  14.6662
O  2.3446  8.9551  13.4212
O  8.0342  1.5182  15.9086
O  4.1269  6.9972  12.8507
O  4.18  2.0092  18.7285
O  7.3113  4.4144  21.2795
O  8.406  2.9239  11.105
O  1.1811  6.8615  17.3567
O  5.6546  1.574  14.7584
O  8.1323  9.7584  11.5862
O  9.2123  6.2856  21.2273
O  8.9565  7.7159  12.8519
O  1.6521  0.1209  11.872
O  6.6448  6.1456  17.0615
O  7.3979  7.8001  15.0405
O  1.218  10.3037  21.2299
O  10.0362  8.1982  18.3567
O  3.9519  0.8409  21.0797
O  0.3461  5.3377  10.9256
O  6.6915  1.5771  9.6229
O  4.7791  8.7047  14.6792

Results
free energy: -135861.171 eV
free energy less fixed offsets of O -568.88, P -755.39, Si -635.61 eV per atom: -6.061 eV

Forces (eV/angstrom), in the order of the atoms: element, x, y, z
Si  -0.017  0.0074  0.0096
Si  0.0108  -0.0034  0.0141
Si  -0.0022  0.0069  -0.0015
Si  0.0048  -0.0119  0.0259
Si  0.0044  -0.0023  0.0109
Si  -0.0018  0.0008  0.0006
Si  -0.0038  0  0.0011
Si  -0.0036  0.0112  0.009
Si  0.0007  -0.0086  0
Si  0.0016  0.0035  0.0078
Si  0.008  -0.0031  0.0031
Si  -0.0074  0.0039  0.0008
Si  -0.0087  0.0098  0.0062
Si  0.0076  -0.0049  -0.0008
Si  -0.0042  0.0062  0.0013
Si  0.004  -0.0012  0.0048
Si  0.0042  -0.0035  0
Si  -0.0106  -0.0022  0.0108
Si  -0.0012  0.0056  0.0202
Si  0.0054  -0.0063  -0.0024
Si  -0.0052  -0.0022  0.0192
Si  0.0027  -0.0037  -0.0004
Si  0.0024  -0.004  -0.0018
Si  -0.0012  0.0037  0.0203
Si  -0.0022  0.0017  0.0031
Si  0.0032  -0.0022  -0.0066
Si  -0.0029  0.0006  -0.0058
Si  -0.0032  0.0044  0.0013
Si  0.0031  -0.0024  -0.006
Si  0.003  -0.001  0.0054
Si  -0.0004  -0.0027  0.0011
Si  0.0057  0.0002  -0.0098
Si  -0.004  0.0051  0.0001
Si  0.0023  -0.0028  -0.0007
Si  -0.0028  0.003  0
Si  0.0029  -0.0033  0.0004
Si  0.0019  -0.0036  -0.0002
Si  -0.0028  0.0032  0.0008
Si  0.0011  -0.002  0.0017
P  -0.0047  0.0019  0.003
Si  0.0026  -0.0007  -0.006
Si  -0.0022  0.0006  -0.0005
Si  0.002  -0.0036  -0.0051
Si  -0.0007  0.0062  -0.0025
Si  -0.0046  0.0028  -0.0018
Si  0.0035  -0.0011  -0.0048
Si  -0.0001  0.002  -0.0024
Si  0.0017  -0.0039  -0.0025
Si  -0.0004  -0.0032  0.0011
Si  -0.0009  0.0008  -0.0003
Si  -0.0021  0.0006  -0.001
Si  0.0018  -0.0001  0.0004
Si  -0.0017  0.0024  -0.002
Si  0.0011  -0.0031  0.0018
Si  0.0007  -0.0021  0.0004
Si  -0.001  0.0017  0.0006
Si  0.0007  0.0035  -0.0027
Si  -0.0027  -0.0048  0.0032
Si  0.0047  0.0013  -0.0012
Si  -0.001  -0.0019  -0.0008
Si  -0.0024  -0.002  0.0017
Si  0.0024  0.0037  -0.0052
Si  -0.0047  -0.0017  -0.0006
Si  0.0047  0.001  -0.0028
Si  0.0029  0.0003  0.0108
Si  0.0043  -0.0018  0.0029
Si  -0.0048  -0.0059  0.0141
Si  -0.0064  0.001  -0.0033
Si  -0.0045  0.0039  -0.0056
Si  0.002  -0.0004  0.0045
Si  0.0018  -0.0005  -0.0038
Si  0.0004  0.0013  -0.0016
Si  0.0009  0.0049  -0.01
Si  0.002  -0.0021  -0.0031
Si  0.0011  -0.0001  -0.0136
Si  0.0016  -0.0064  0.0031
Si  0.0062  -0.0016  -0.0044
Si  -0.0087  -0.0039  -0.0123
Si  -0.0014  0.0018  0.0044
Si  0.0051  0.0065  -0.0187
Si  -0.0023  -0.0049  -0.0129
Si  -0.0076  0.0072  -0.0049
Si  0.003  0.0029  -0.0033
Si  0.0052  -0.0048  -0.0074
Si  -0.0081  0.0007  -0.0068
Si  0.0081  -0.0057  -0.0016
Si  0  -0.0046  -0.0019
Si  -0.0044  0.0076  -0.0075
Si  -0.024  0.0084  0.0002
Si  0.0231  -0.0023  -0.0131
Si  0.0119  -0.0302  -0.0249
Si  -0.0006  0.0045  -0.0003
Si  0.0048  0.0047  0.0094
Si  0.0034  -0.0146  0.0082
Si  -0.0005  0.022  -0.0104
Si  -0.0058  -0.0049  0.0151
O  -0.0057  0.0092  -0.0115
O  0.0066  0.0053  0.0133
O  0.0098  -0.0023  -0.0098
O  0.0036  0.0008  0.0068
O  -0.0134  -0.0075  0.0101
O  0.0022  0.0019  -0.0032
O  -0.0044  -0.0059  -0.0039
O  0.0023  -0.0022  0.001
O  -0.0043  0.0018  0.004
O  -0.0137  0.0122  0.019
O  0.0004  -0.0034  0.0067
O  0.0157  -0.0176  0.0211
O  0.0054  -0.0097  0.0084
O  0.0132  -0.0032  0.0132
O  -0.0011  0.0002  0.0159
O  -0.016  0.0096  0.0146
O  -0.0209  0.0191  -0.028
O  -0.0116  0.0111  -0.0174
O  -0.0133  0.0154  -0.0205
O  0.0066  -0.009  -0.0126
O  0.0071  -0.0073  -0.0096
O  -0.0118  0.0072  -0.0136
O  0.0081  -0.0066  -0.0103
O  0.0148  -0.0183  -0.0234
Si  0.0053  0.0041  0.0262
Si  -0.0015  -0.0002  -0.0005
Si  0.0031  0.0023  0
Si  0.002  -0.0042  0.0304
Si  -0.0058  0.0103  0.0043
Si  -0.0016  -0.0013  0.0018
Si  0.0016  -0.0003  0.0115
Si  -0.0077  0.0066  0.0107
Si  -0.0017  0.0019  -0.0117
Si  -0.0022  -0.0036  -0.009
Si  -0.0041  0.0001  -0.0018
Si  -0.0009  0.0018  -0.002
Si  -0.0009  -0.0047  -0.0095
Si  0.0109  -0.0106  0.0025
Si  -0.0059  0.0068  -0.0086
Si  0.0048  0.005  -0.007
Si  -0.0039  0.0019  0.0052
Si  0.0026  -0.0035  0.0241
Si  0  -0.0013  -0.0178
Si  -0.0012  -0.0001  -0.0068
Si  0.0012  0.0008  -0.0088
Si  0.0027  -0.0028  0.0019
Si  -0.0035  0.0048  -0.0125
Si  0.0022  0.0026  -0.0147
Si  -0.0029  0.0053  0.0024
Si  0.0029  -0.0018  -0.0124
Si  -0.006  0.0033  0.0077
Si  0.0027  -0.0045  0.0089
Si  0.0014  0.0049  0.0099
Si  0.0021  -0.0004  -0.0052
Si  0.0008  0.0057  -0.0029
Si  -0.0024  0.0026  -0.0028
Si  0.0097  -0.0073  0.0022
Si  -0.0004  -0.0011  0.004
Si  -0.0012  0.0015  -0.004
Si  0.0021  0.0008  0.0179
Si  0.002  -0.0023  0.0017
O  -0.0025  -0.0101  -0.0035
O  0.0003  0.0003  0.0003
O  -0.0044  -0.0034  0.0003
O  0.0033  -0.0014  0.0034
O  0.0021  0.0023  0.0032
O  0.0067  -0.0005  -0.0023
O  -0.0002  0.0028  0.0075
O  -0.0056  -0.001  0.0019
O  0.0024  0.0003  0.0018
O  0  -0.0008  0.0007
O  0.0008  -0.0012  -0.0087
O  0.006  -0.0063  0.0045
O  0.0019  0.0043  -0.0039
O  -0.0028  0.002  0.0068
O  0.0003  -0.001  -0.0004
O  -0.0038  0.0031  -0.0116
O  -0.0011  0.0001  0.0059
O  0.0003  0.0004  0.0012
O  -0.0003  0.0004  -0.004
O  -0.0044  -0.0029  -0.0007
O  0.0021  0  0.0034
O  0.0044  0.003  0.0005
O  -0.0094  -0.0039  0.0015
O  0.0023  0.0013  0.0037
O  0.003  0.0024  -0.0004
O  0.0009  -0.0003  0.0023
O  0.0055  -0.0072  0.0003
O  -0.0012  0  0.0001
O  -0.0045  0.0016  -0.0076
O  0.0014  0.0007  0.0055
O  0.0008  -0.0053  -0.003
O  0.0004  -0.0008  0.0083
O  0.0017  0.0005  -0.0079
O  0.0023  0.003  -0.0008
O  -0.0039  -0.0004  0.0013
O  -0.0004  -0.0013  0.0099
O  0.0005  0.0036  -0.0086
O  -0.0009  -0.0017  0.0034
O  -0.0003  -0.0037  -0.0065
O  0.0001  -0.0006  0.0013
O  -0.0061  0.0101  0.0161
O  -0.0049  0.0125  0.0004
O  0.0002  -0.0056  0.0051
O  0.001  0.0005  0.0025
O  0.0004  -0.0003  0.0001
O  -0.0006  -0.0015  -0.0031
O  0.0041  -0.002  0.0005
O  -0.0002  0.0003  0.0016
O  -0.0045  0.0035  -0.0028
O  0.0043  0.0064  0.0011
O  0.0166  0.0096  -0.0147
O  0.0068  -0.0016  0.0141
O  0  0.0002  0.0059
O  0.0001  -0.001  -0.0017
O  0.0126  -0.0017  -0.0017
O  -0.0089  -0.0147  -0.0124
O  -0.0014  -0.0032  -0.0048
O  -0.0029  0.0025  -0.0073
O  -0.0007  0.0004  0.002
O  -0.0011  0.0034  0.0001
O  -0.0019  0.0191  -0.0217
O  0.0005  -0.002  0.0049
O  -0.006  -0.0119  -0.0243
O  0.0045  -0.0089  0.0143
O  -0.0052  -0.0006  -0.0028
O  0.0036  0.0012  -0.0008

The program warned: the cutoff lies below the one the program advises for these potential files; the exchange-correlation potential is rough where the density is thin.
